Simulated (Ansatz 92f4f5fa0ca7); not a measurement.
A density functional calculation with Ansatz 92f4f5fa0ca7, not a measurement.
Periodic cell of 223 atoms, Si132O90As1, from a study of silicon, its oxide and their interface. The atomic structure is a simulated model.
Doubt: the cutoff is far below the 930 eV that the study's wrapper takes by default for these files, so forces and energies are approximate.
This geometry differs little from another in the collection (a relaxation step or a small displacement).

Settings: functional PBE; potential files Ansatz PAW; basis plane waves; wave-function cutoff 580 eV; density cutoff ratio 5; exchange-correlation grid ratio 1; k mesh 1 x 1 x 1, Gamma-centred; self-consistency stop 5e-08 eV per atom in the density residual; occupations fixed; spin none; net charge +1 e, with a uniform compensating background and no finite-size correction.

Cell vectors (angstrom)
a	10.938	0	0
b	0	10.938	0
c	0	0	32.1988

Atoms and the computed forces on them: element, x, y, z (angstrom), force x, y, z (eV/angstrom)
Si	10.5797	0.2253	24.8564	-0.0073	0.0124	0.0186
Si	5.7332	10.6828	24.7341	0.0088	-0.0118	0.0244
Si	2.4743	2.9191	24.629	-0.0087	0.0124	0.0256
Si	8.4207	2.4663	24.8153	0.0086	-0.0103	0.0233
Si	0.2704	5.1709	24.7451	0.0118	-0.0064	0.0248
Si	5.1484	5.7509	24.6801	-0.0098	0.0096	0.0276
Si	2.9291	8.0107	24.5879	0.0089	-0.0096	0.0255
Si	7.9361	8.4407	24.7222	-0.0105	0.0094	0.0241
Si	1.3241	1.3854	26.0245	0.0033	-0.0078	-0.0073
Si	6.8437	1.3103	26.1151	-0.0048	0.0049	-0.011
Si	4.0387	4.1077	25.9807	0.0041	-0.003	-0.0058
Si	9.6051	4.0604	26.0756	-0.0048	0.0051	-0.0084
Si	1.3948	6.8295	25.9932	-0.0036	-0.0004	-0.0075
Si	6.7638	6.8556	26.0146	0.002	-0.0025	-0.0061
Si	4.0991	9.5357	25.9906	-0.0007	0.0038	-0.007
Si	9.4569	9.5738	26.1441	0.0093	-0.0057	-0.0098
Si	2.7235	-0.0045	27.3318	-0.001	0.0012	0.0149
Si	8.1551	-0.0175	27.5556	0.0001	0.0033	-0.0113
Si	0.0069	2.7176	27.4779	0	-0.0013	-0.0068
Si	5.437	2.7464	27.3539	-0.0025	0.0048	0.0124
Si	2.7245	5.468	27.4224	-0.0011	0.0005	-0.0006
Si	8.1819	5.4737	27.3401	-0.0031	0.0033	0.0135
Si	-0.0105	8.1849	27.3618	-0.0004	0.0035	0.0124
Si	5.4373	8.2008	27.4399	0.0024	0.0004	-0.0037
Si	4.0764	1.3676	28.7324	-0.0035	-0.0021	-0.0132
Si	9.5758	1.3573	28.8376	0.0041	0.0008	0.0266
Si	1.3631	4.1073	28.8046	-0.001	0.0118	0.0155
Si	6.8257	4.1056	28.7297	-0.0017	0.0025	-0.0135
Si	4.0956	6.8198	28.7972	0.0005	-0.0002	0.0085
Si	9.5517	6.8261	28.7374	-0.0017	-0.0043	-0.0097
Si	1.3628	9.5683	28.7253	0.003	0.0001	-0.0136
Si	6.7824	9.5457	28.8529	-0.0221	-0.004	0.0282
Si	0.0207	-0.0226	30.1543	-0.0051	0.0028	-0.0026
Si	5.4207	0.0154	30.1543	0.0106	-0.0118	-0.003
Si	2.7364	2.7277	30.1445	-0.0006	0.0036	-0.0022
Si	8.189	2.754	30.1333	0.0033	-0.0038	0.0008
Si	-0.0255	5.4722	30.1329	0.0049	-0.0061	-0.002
Si	5.4814	5.4576	30.1446	-0.0036	0.0023	-0.0024
Si	2.7188	8.2125	30.1205	0.0002	-0.0041	0.0001
Si	8.2035	8.178	30.1541	-0.0035	0.0044	-0.0045
Si	1.3771	1.3574	31.5235	-0.0027	-0.0027	0.0012
Si	6.8214	1.3828	31.4875	-0.0003	-0.0014	0.0024
Si	4.1111	4.0927	31.5102	0.0022	-0.001	0.0007
Si	9.5603	4.1055	31.5123	-0.0022	0.0042	-0.0025
Si	1.353	6.8451	31.4772	-0.0004	0.0021	-0.0011
Si	6.8457	6.817	31.5316	0.0032	0.0028	-0.0007
Si	4.0724	9.5709	31.5173	-0.0007	0.0034	-0.004
Si	9.579	9.5529	31.511	-0.0033	0.0036	0.0048
Si	2.7356	-0.0031	0.7131	0.0048	-0.0008	0.0019
Si	8.1947	0.0101	0.6422	-0.0017	-0.0052	0.0087
Si	-0.0022	2.7365	0.6767	-0.0016	0.0008	0.0089
Si	5.4809	2.7329	0.6872	0.0018	0.0006	0.0019
Si	2.7325	5.4921	0.6437	-0.0065	0.004	0.0077
Si	8.215	5.4564	0.7116	-0.0013	-0.0044	-0.0002
Si	0.0113	8.1869	0.6797	0.0068	-0.0048	0.0012
Si	5.4631	8.2064	0.6751	0.0025	0.0006	0.0093
Si	4.1263	1.3721	2.062	-0.0018	-0.0049	0.0077
Si	9.5558	1.3563	2.0302	0.0002	-0.0124	-0.0046
Si	1.3762	4.1321	2.0144	0.01	-0.0055	0.0089
Si	6.8401	4.0891	2.071	0.0096	-0.0017	0.0066
Si	4.1023	6.8321	2.0447	0.0052	0.0039	0.0003
Si	9.5955	6.8322	2.0611	-0.0092	0.0045	0.0081
Si	1.381	9.5332	2.0578	-0.0179	0.0087	0.0022
Si	6.8283	9.6023	2.0249	0.0226	-0.006	0.0048
Si	-0.003	-0.0181	3.3683	-0.0138	-0.0117	0.016
Si	5.4863	0.0021	3.4607	0.0091	0.0038	0.0189
Si	2.7737	2.7958	3.3651	0.0126	0.0213	-0.0362
Si	8.2081	2.7088	3.4404	-0.0251	-0.0038	0.0128
Si	0.0351	5.4736	3.4351	0.0124	-0.0068	0.007
Si	5.473	5.4701	3.415	-0.0121	-0.0189	-0.006
Si	2.7738	8.2034	3.4515	0.0156	-0.0039	0.0138
Si	8.1927	8.2253	3.3636	-0.0094	0.0252	0.023
Si	1.4013	1.3842	4.621	-0.0208	-0.0189	0.0073
Si	6.8022	1.401	4.8713	0.0037	0.011	0.0131
Si	4.1524	4.0876	4.8143	0.0043	0.0097	-0.0001
Si	9.5774	4.0907	4.7666	-0.0018	0.0022	0.0112
Si	1.4333	6.8177	4.8192	-0.0173	0.0175	0.0039
Si	6.8331	6.884	4.7332	0.0427	0.0079	0.0174
Si	4.128	9.592	4.8531	-0.0137	0.0032	0.0021
Si	9.5927	9.5213	4.7513	-0.0014	-0.0276	-0.0306
Si	2.74	0.1232	6.0766	0.0048	-0.0363	-0.0014
As	8.1944	-0.0605	6.2661	0.001	0.0197	-0.023
Si	0.0387	2.6678	6.0192	0.0035	0.024	0.003
Si	5.4548	2.7364	6.331	0.018	-0.0338	-0.0077
Si	2.8166	5.4684	6.2051	-0.0032	0.0017	0.0132
Si	8.1773	5.4784	6.061	0.0031	0.0127	-0.0049
Si	0.0283	8.1679	6.1535	-0.0045	-0.0121	0.0133
Si	5.5068	8.2077	6.2197	-0.0221	-0.0153	-0.0057
Si	3.805	1.5807	7.6417	0.0328	0.0027	-0.0554
Si	9.8939	1.1697	7.48	-0.0578	-0.0044	-0.1537
Si	1.608	3.7976	7.3292	-0.0044	0.0245	-0.1218
Si	6.655	4.4224	7.5022	0.0163	-0.0179	-0.04
Si	4.4055	6.6299	7.5734	-0.0149	-0.0093	-0.0795
Si	9.383	6.9476	7.4209	0.06	0.0006	-0.263
Si	1.1474	9.896	7.2935	-0.0214	0.0131	-0.0725
Si	7.0967	9.1558	7.7121	-0.0294	0.0959	-0.2556
O	8.3529	8.1494	7.8298	0.0155	-0.042	0.144
O	2.6813	2.7405	8.0022	0.0253	-0.012	0.0143
O	9.5163	1.3519	24.2613	0.0034	-0.0033	0.0054
O	4.0446	6.8664	24.1222	0.0049	-0.0035	0.0022
O	0.0004	-0.0117	7.9404	-0.0291	0.0274	0.052
O	5.5424	5.5248	8.0569	-0.0008	0.0063	0.0116
O	6.8447	9.5738	24.1943	0.003	-0.0018	0.0025
O	1.3657	4.0648	24.1622	0.0033	-0.005	0.0038
O	3.88	7.4158	8.9404	-0.0186	0.025	0.0539
O	0.6953	4.3832	8.5438	-0.0144	-0.0399	0.074
O	9.8073	6.2557	8.8518	-0.0096	-0.0513	0.1127
O	2.0889	9.3709	8.5172	0.064	-0.0546	0.0699
O	7.5282	3.9291	8.8095	0.0236	-0.0437	0.0471
O	4.2473	0.917	9.0902	0.0275	-0.0157	0.0682
O	6.7563	9.5362	9.2441	-0.0741	0.0524	0.2202
O	9.1673	1.8231	8.7781	-0.0303	0.0279	0.0877
O	7.6998	3.1521	23.517	-0.0224	0.018	-0.0247
O	10.49	5.848	23.4435	-0.0196	0.0232	-0.026
O	5.084	0.4411	23.404	-0.0194	0.026	-0.028
O	5.8557	5.0911	23.3556	0.0226	-0.0271	-0.0302
O	3.0985	2.2087	23.2715	0.0241	-0.0203	-0.03
O	2.2931	8.7237	23.2264	-0.0244	0.0187	-0.0247
O	8.6209	7.7622	23.3902	0.025	-0.0212	-0.029
O	0.2227	10.3251	23.5928	0.0198	-0.0278	-0.0326
Si	4.3841	1.5715	22.4623	0	0.0036	0.0379
Si	3.4939	7.9232	14.046	-0.0025	0.0034	-0.0155
Si	7.1184	0.9571	14.6713	0.002	0.0067	-0.0113
Si	0.9403	9.356	22.5163	0.0036	-0.009	0.0374
Si	1.1896	4.299	11.8919	-0.0034	0.0117	-0.0157
Si	6.2714	8.9633	15.3292	-0.0026	-0.0034	-0.0015
Si	0.6917	1.3607	12.3065	0.0027	-0.0073	-0.008
Si	8.6244	4.9515	20.5087	-0.0093	0.0112	0.0181
Si	0.3137	5.7175	9.3734	0.0095	0.0384	-0.0479
Si	5.1037	3.1216	17.9499	-0.0019	-0.0049	-0.0088
Si	0.8889	3.7424	16.7541	-0.0094	-0.0031	-0.0009
Si	10.4027	2.8481	19.2326	-0.0004	0.004	0.0023
Si	5.2681	1.1847	10.3686	0.0076	-0.0228	-0.0547
Si	0.8858	0.1788	19.8473	0.0119	-0.0122	0.0167
Si	6.6536	9.4553	10.9043	-0.0307	0.0346	-0.0645
Si	9.3375	9.6762	18.3336	0.0037	0.0064	-0.0053
Si	9.3973	9.245	12.5897	-0.0026	0.0023	-0.0123
Si	6.565	3.8456	22.5782	-0.0045	0.0043	0.0302
Si	2.4412	8.0576	9.3985	0.0023	0.0127	-0.0612
Si	10.5887	7.3647	17.0834	0.0009	-0.0016	-0.0067
Si	2.5121	6.2886	16.5895	0.0016	-0.0006	-0.0127
Si	10.1841	4.4893	14.1955	0.0035	-0.0099	-0.0116
Si	6.1391	9.1844	18.5231	-0.0055	0.0063	-0.0144
Si	7.9501	2.5655	9.5945	0.0119	0.006	-0.0913
Si	8.8928	2.1317	12.4642	-0.0092	0.009	-0.0301
Si	5.3404	6.2442	18.0715	0.0018	-0.0004	-0.0104
Si	3.9209	0.5543	19.4665	-0.0061	0.0058	0.0236
Si	4.2772	3.8452	12.0662	0.0094	-0.0143	-0.0151
Si	5.5449	6.597	12.1582	0.006	0.0081	-0.0026
Si	8.0141	2.5055	17.2234	0.0035	-0.0034	-0.0043
Si	4.3607	2.4796	14.9749	0.0027	0.006	-0.012
Si	1.5463	1.2081	15.2691	-0.0064	0.0043	-0.0089
Si	1.5723	9.4077	12.0634	0.0179	-0.011	-0.0247
Si	8.0569	6.852	13.8798	-0.0026	-0.0032	-0.0045
Si	10.3837	9.8351	15.5016	0.0007	0.0079	-0.0129
Si	9.8052	7.0171	22.5438	-0.0014	0.002	0.0301
Si	8.108	5.4831	17.4077	0.0025	-0.0035	0.0088
O	6.0496	7.9587	11.3005	-0.0051	-0.0451	0.0169
O	6.0219	9.208	16.9032	0	0.001	0.0075
O	7.6926	1.3517	13.1978	-0.0133	-0.0111	0.0159
O	0.904	1.7429	13.872	0.0087	-0.0013	0.0226
O	9.4278	6.253	16.8778	0.0021	0.0025	0.001
O	6.7627	6.203	13.152	0.0142	-0.0007	0.0022
O	5.1329	4.6593	18.6127	0.0008	0.0038	0.0064
O	9.2324	2.1594	18.2745	-0.0064	-0.0012	0.0006
O	2.3652	0.0956	19.0783	0.002	-0.0006	-0.003
O	9.4102	10.2331	16.7722	-0.0024	-0.001	0.0045
O	2.794	4.441	11.7016	-0.001	-0.0035	-0.0094
O	5.0642	10.3213	19.1083	0.0071	-0.0087	0.0021
O	9.4358	3.2441	13.485	0.0092	0.0153	0.0081
O	0.4581	1.7667	19.9599	-0.0026	0.0027	0.0044
O	3.1598	1.3559	15.0684	0.0001	-0.0019	-0.0021
O	8.1659	5.3739	19.0205	-0.0042	0.0036	-0.0172
O	3.8943	6.599	17.3959	0.0022	-0.0001	0.0064
O	4.5812	3.2782	16.3906	0.0019	0.004	0.0084
O	9.0729	5.667	14.3102	0.0014	0.001	-0.0055
O	5.4444	2.7604	22.1323	-0.0013	-0.0022	-0.0009
O	10.6796	4.1383	15.6866	0.0066	0.0002	0.0106
O	0.3417	3.8696	18.2853	0.0039	0.0029	0.0016
O	10.4265	10.5139	19.2222	-0.0104	-0.005	-0.0011
O	9.6463	10.0271	14.0378	0.0058	0.0047	0.0208
O	10.9073	8.1209	22.0843	0.0009	0.003	0.0001
O	1.1975	2.1586	16.537	0.0007	0.0049	0.0023
O	9.7315	3.7512	20.4202	0.0086	-0.0111	-0.0006
O	8.1333	4.0315	16.6773	-0.0014	0.0011	-0.0013
O	-0.0385	9.0984	11.9161	-0.0136	0.0028	-0.0016
O	6.5875	2.4167	18.0123	-0.0009	0.001	0.005
O	5.5866	10.7139	11.1932	-0.0065	0.0035	0.0208
O	7.7491	9.5928	18.8501	0.0023	-0.0009	0.0079
O	10.043	1.0186	12.0592	0.0044	0.0009	-0.0043
O	1.3597	6.9075	9.0482	0.0051	0.0111	0.0164
O	0.632	4.765	13.3524	-0.0133	0.0036	0.0127
O	5.7087	7.6218	18.985	-0.0009	-0.0039	0.0099
O	5.2445	5.0833	11.5282	-0.0014	0.0081	-0.0038
O	2.7137	6.9794	15.1234	-0.0051	-0.0081	0.0145
O	0.9288	2.7351	11.4683	-0.0003	-0.0038	-0.0055
O	0.8647	10.6819	15.5521	-0.0006	-0.0025	0.0011
O	2.3958	8.5668	10.9262	-0.0151	0.0206	0.0344
O	4.6977	2.4328	11.2824	-0.0191	0.0378	0.022
O	4.2388	3.5152	13.6875	-0.0002	-0.0123	0.0257
O	2.2044	4.6795	16.4912	0.0022	0.0024	0.0002
O	10.7048	8.2476	15.7024	0	-0.0045	0.0017
O	6.923	10.2905	14.6686	-0.0028	-0.0046	-0.0033
O	2.3502	8.9515	13.4358	0.0115	-0.0081	0.0148
O	8.0303	1.5215	15.9115	0.0012	0.0046	0.0077
O	4.1258	6.9926	12.8601	-0.011	0.0077	0.0039
O	4.1776	2.0087	18.7268	0.0044	0.0092	-0.0028
O	7.2875	4.4194	21.2575	0.0199	0.01	-0.0193
O	8.4173	2.9023	11.1028	0.017	-0.004	0.0513
O	1.178	6.8603	17.3639	-0.0015	0.0012	0.0053
O	5.6576	1.5869	14.7343	0.0015	-0.0018	-0.0023
O	8.1367	9.7642	11.599	0.0428	-0.0108	0.0205
O	9.199	6.2893	21.2327	-0.01	-0.0199	-0.0189
O	8.9518	7.7158	12.8529	-0.0011	-0.0074	-0.0005
O	1.6628	0.1113	11.8799	-0.0097	0.0064	-0.0027
O	6.6431	6.1479	17.0626	-0.0037	0.0003	0.0004
O	7.4091	7.8058	15.0487	-0.0049	0.0076	0.004
O	1.214	10.3031	21.2304	-0.0008	0.0235	-0.0314
O	10.0283	8.1971	18.3598	0.0002	-0.0025	0.0044
O	3.9448	0.8469	21.0815	-0.0073	-0.0156	-0.0361
O	0.3429	5.3128	10.9245	0.0126	-0.0247	0.0827
O	6.6713	1.5769	9.6232	-0.0059	-0.003	0.0088
O	4.7871	8.6949	14.6858	0.009	0.0034	0.0022

Results
free energy: -139961.738 eV
free energy less fixed offsets of As -4856.12, O -568.88, Si -635.61 eV per atom: -5.898 eV

The program warned: the cutoff lies below the one the program advises for these potential files; the exchange-correlation potential is rough where the density is thin.
